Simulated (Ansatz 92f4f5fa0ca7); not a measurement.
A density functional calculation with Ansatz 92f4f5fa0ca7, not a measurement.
Periodic cell of 406 atoms, Si266O140, from a study of silicon, its oxide and their interface. The atomic structure is a simulated model.
Doubt: the cutoff is far below the 930 eV that the study's wrapper takes by default for these files, so forces and energies are approximate.
This geometry differs little from another in the collection (a relaxation step or a small displacement).

Settings: functional PBE; potential files Ansatz PAW; basis plane waves; wave-function cutoff 580 eV; density cutoff ratio 5; exchange-correlation grid ratio 1; k mesh 1 x 1 x 1, Gamma-centred; self-consistency stop 5e-08 eV per atom in the density residual; occupations fixed; spin none; net charge 0.

Cell vectors (angstrom)
a	15.4687	0	0
b	0	12.8259	0
c	0	0	36.0285

Atoms: element, x, y, z (angstrom)
Si	-0.0069	1.1663	33.3323
Si	3.8875	1.1766	33.3589
Si	7.7459	1.1852	33.3423
Si	11.6327	1.1898	33.3399
Si	1.8698	7.5785	33.3752
Si	5.8073	7.5717	33.3898
Si	9.6405	7.5834	33.3565
Si	13.5263	7.5738	33.3179
Si	1.9336	5.247	33.7616
Si	5.8008	5.247	33.7616
Si	9.6679	5.247	33.7616
Si	13.5351	5.247	33.7616
Si	0	11.6599	33.7616
Si	3.8672	11.6599	33.7616
Si	7.7343	11.6599	33.7616
Si	11.6015	11.6599	33.7616
Si	0	4.664	34.9984
Si	3.8672	4.664	34.9984
Si	7.7343	4.664	34.9984
Si	11.6015	4.664	34.9984
Si	1.9336	11.0769	34.9984
Si	5.8008	11.0769	34.9984
Si	9.6679	11.0769	34.9984
Si	13.5351	11.0769	34.9984
Si	0	2.332	35.4106
Si	3.8672	2.332	35.4106
Si	7.7343	2.332	35.4106
Si	11.6015	2.332	35.4106
Si	1.9336	8.745	35.4106
Si	5.8008	8.745	35.4106
Si	9.6679	8.745	35.4106
Si	13.5351	8.745	35.4106
Si	1.9336	1.749	0.6188
Si	5.8008	1.749	0.6188
Si	9.6679	1.749	0.6188
Si	13.5351	1.749	0.6188
Si	0	8.162	0.6188
Si	3.8672	8.162	0.6188
Si	7.7343	8.162	0.6188
Si	11.6015	8.162	0.6188
Si	0	5.83	1.031
Si	3.8672	5.83	1.031
Si	7.7343	5.83	1.031
Si	11.6015	5.83	1.031
Si	1.9336	12.2429	1.031
Si	5.8008	12.2429	1.031
Si	9.6679	12.2429	1.031
Si	13.5351	12.2429	1.031
Si	1.9336	5.247	2.2678
Si	5.8008	5.247	2.2678
Si	9.6679	5.247	2.2678
Si	13.5351	5.247	2.2678
Si	0	11.6599	2.2678
Si	3.8672	11.6599	2.2678
Si	7.7343	11.6599	2.2678
Si	11.6015	11.6599	2.2678
Si	1.9336	2.915	2.68
Si	5.8008	2.915	2.68
Si	9.6679	2.915	2.68
Si	13.5351	2.915	2.68
Si	0	9.328	2.68
Si	3.8672	9.328	2.68
Si	7.7343	9.328	2.68
Si	11.6015	9.328	2.68
Si	5.8043	0.6452	30.0226
Si	1.9893	0.4599	30.1388
Si	8.6099	3.7242	23.504
Si	17.3762	-1.8355	30.555
Si	4.4569	6.5665	27.2619
Si	7.2447	3.7384	28.2295
Si	5.3672	8.8289	25.5184
Si	5.7825	4.6795	22.667
Si	2.0229	4.3492	21.3831
Si	7.4612	-0.6457	26.9339
Si	16.2985	7.0681	22.0273
Si	19.9623	0.3606	26.5775
Si	-5.8709	11.2853	30.6305
Si	3.6832	7.0313	30.3586
Si	0.9941	9.9856	22.9706
Si	19.0791	11.1222	24.4436
Si	-2.9739	6.8067	25.9732
Si	2.0513	7.7199	28.7613
Si	12.2191	6.1294	16.2325
Si	11.7068	3.1296	28.066
Si	2.0948	10.1637	28.3413
Si	7.7326	14.3234	28.9152
Si	11.5102	7.1067	29.9969
Si	15.1991	5.4265	19.7681
Si	-1.862	0.5667	30.0084
Si	0.1637	1.0114	24.7731
Si	5.522	7.5833	29.0705
Si	4.9589	4.2806	27.2811
Si	0.8459	3.3406	28.5639
Si	-0.0008	7.0199	29.8261
Si	9.595	7.289	26.6777
Si	13.418	7.7292	28.7245
Si	0.1763	0.963	28.7656
Si	8.984	-1.1713	24.2879
Si	9.6774	0.7841	30.145
Si	11.2485	-1.085	25.1058
Si	-2.106	10.1908	28.2808
Si	3.7566	4.6669	30.6224
Si	7.6383	7.129	30.0293
Si	9.5575	7.9629	28.8808
Si	0.0502	4.6432	30.4094
Si	3.3022	3.3975	28.7017
Si	7.6768	4.7849	30.3473
Si	11.6119	4.6209	30.1801
Si	9.3514	6.426	17.4575
Si	5.2567	9.7822	28.3941
Si	9.5216	10.3882	28.5071
Si	13.5368	11.0745	30.4868
Si	1.868	4.0596	31.8029
Si	5.804	4.1223	31.6821
Si	9.6792	4.1719	31.5778
Si	13.5096	4.1245	31.5959
Si	-0.0349	10.4353	31.7276
Si	3.9031	10.4969	31.6952
Si	7.6618	10.5226	31.6979
Si	11.5754	10.5209	31.693
Si	1.9488	1.7281	32.1351
Si	5.8124	1.7824	32.1017
Si	9.6984	1.8834	32.1795
Si	13.5485	1.7816	32.053
Si	-0.0164	8.1015	32.0151
Si	3.8405	8.2217	32.3059
Si	7.6999	8.1985	32.1271
Si	11.5618	8.1664	32.1148
Si	0	2.332	3.9167
Si	3.8672	2.332	3.9167
Si	7.7343	2.332	3.9167
Si	11.6015	2.332	3.9167
Si	1.9336	8.745	3.9167
Si	5.8008	8.745	3.9167
Si	9.6679	8.745	3.9167
Si	13.5351	8.745	3.9167
Si	1.9627	6.4164	4.3628
Si	5.8086	6.4245	4.331
Si	9.7047	6.4093	4.3377
Si	13.5773	6.4347	4.3348
Si	0.0151	12.813	4.2899
Si	3.8939	12.8109	4.3327
Si	7.688	12.806	4.3239
Si	11.5746	12.817	4.3407
Si	0.0213	5.8979	5.6375
Si	3.9086	5.8694	5.6437
Si	7.7484	5.7858	5.5179
Si	11.6727	5.8788	5.5886
Si	1.9472	12.1435	5.4634
Si	5.797	12.1753	5.6317
Si	9.5976	12.1852	5.5287
Si	13.5591	12.2148	5.4972
Si	-0.0274	3.5689	5.9161
Si	3.9283	3.5164	5.9598
Si	7.7059	3.4536	5.9786
Si	11.6571	3.5528	5.9236
Si	1.965	9.8333	5.9902
Si	5.7698	9.8548	6.0927
Si	9.7055	9.8716	5.9991
Si	13.5512	9.8884	5.998
Si	1.9217	2.9288	7.0086
Si	5.7896	2.7715	7.2572
Si	11.5215	3.3393	10.3629
Si	13.429	0.498	11.284
Si	0.0306	9.3009	7.2286
Si	3.7924	9.2991	7.4282
Si	7.7915	9.2684	7.2311
Si	11.6448	9.3081	7.2732
Si	-1.8746	6.3499	9.0709
Si	1.9694	6.1388	9.0115
Si	11.7108	6.9837	7.7063
Si	9.7352	6.2758	8.7318
Si	-2.4631	17.1459	14.7514
Si	5.7259	13.2222	7.7709
Si	9.733	13.4544	7.4815
Si	13.6624	13.4445	7.4818
Si	3.8835	6.9373	7.8133
Si	3.6292	12.8419	8.8001
Si	7.7883	6.9277	7.5594
Si	15.5225	6.9742	7.8172
Si	-5.5099	9.946	10.7284
Si	1.9809	13.5011	7.3338
Si	7.8419	10.1015	9.4736
Si	8.3605	7.7435	14.8058
Si	1.8975	3.8192	9.1243
Si	5.4338	-0.5307	11.5473
Si	9.719	2.9105	7.0453
Si	15.624	1.1463	10.7234
Si	0.1731	12.9244	8.6117
Si	3.8614	10.4064	11.614
Si	2.9833	10.6039	9.3578
Si	11.7604	10.5664	9.2703
Si	2.5024	5.6662	11.3436
Si	3.7806	3.5954	10.5155
Si	5.8096	3.9517	9.2884
Si	13.5806	7.6071	12.1286
Si	0.4521	10.6703	9.076
Si	7.8339	15.8046	10.137
Si	17.4582	13.5673	12.2386
Si	8.7627	13.6691	9.6672
Si	-1.9068	2.9575	7.1909
Si	-0.0155	3.4131	10.5467
Si	9.6836	3.9965	9.0776
Si	11.2043	1.0336	10.489
Si	-1.9379	4.0013	9.3292
Si	6.6209	7.5201	10.7293
Si	15.6487	4.0489	12.8723
Si	19.2906	1.1478	10.8591
O	25.3842	14.2774	19.1126
O	9.9051	23.6429	12.1576
O	8.5835	25.3671	22.9925
O	11.3373	-8.6769	20.8343
O	8.8035	-4.2188	20.9363
O	13.4113	8.8138	22.7156
O	-2.2637	19.4884	27.4351
O	16.559	23.3506	17.026
O	11.9875	0.378	24.8721
O	-6.1413	20.1158	18.8308
O	17.5238	21.6975	19.0164
O	32.366	-4.2091	22.1067
O	-0.4938	13.1168	20.2115
O	12.0845	5.3366	25.3687
O	3.2271	19.8894	11.804
O	-23.5575	17.4818	22.9674
O	-3.5318	-5.3391	15.3558
O	4.8662	7.3042	25.8339
O	4.3015	20.7942	20.2073
O	12.0718	-15.0732	24.2501
O	27.1787	-8.615	13.7413
O	4.9835	1.6344	25.6025
O	-7.8903	22.0185	14.8006
O	-3.3727	-12.0807	22.2506
O	24.0394	3.5038	25.1287
O	17.138	7.3379	13.9426
O	20.7466	3.65	21.4846
O	-10.414	4.1062	24.0304
O	0.2242	16.9749	27.2261
O	-6.7226	10.0884	23.9184
O	5.7357	-5.2371	12.0866
O	-7.9926	27.1009	13.2243
O	19.5738	9.6644	24.9343
O	6.8007	-5.5808	19.8644
O	-7.6069	12.0411	25.3915
O	5.4587	-6.6224	22.0474
O	34.6676	-2.4902	28.0189
O	24.2709	-31.0126	16.3385
O	0.1062	-15.0015	19.4174
O	15.3021	19.5418	15.7795
Si	-2.7244	14.0382	23.6838
Si	7.9272	3.8127	17.0317
Si	8.1303	8.6634	24.38
Si	0.1517	7.5974	14.4422
Si	-6.5075	4.1411	26.6013
Si	9.5996	6.82	10.9611
Si	-4.7156	-8.6544	12.4052
Si	9.7447	7.9254	22.0787
Si	10.5442	2.3083	17.8862
Si	7.7703	0.9294	22.2837
Si	0.4076	11.7976	20.5389
Si	18.9021	24.8548	20.2196
Si	-14.7255	-3.2238	18.3523
Si	5.3601	6.751	20.4662
Si	2.2789	2.2393	14.0856
Si	18.4121	-5.3331	14.9446
Si	11.6885	-0.005	8.5144
Si	-13.2997	14.9816	23.7392
Si	-7.3404	8.1593	19.5309
Si	15.9156	11.8537	27.2084
Si	11.6064	13.6288	28.7291
Si	4.1949	-8.766	20.3023
Si	3.9874	-20.987	15.3005
Si	5.0503	-9.9328	17.6645
Si	7.9911	10.7182	15.3377
Si	5.9241	-6.5384	8.8699
Si	-4.0426	-1.4007	27.5009
Si	-1.6564	11.2268	10.182
Si	13.1072	-0.2375	14.0412
Si	11.0956	5.115	22.1113
Si	17.4926	11.258	12.8717
Si	4.4515	3.2063	25.2923
Si	4.1833	0.6104	15.7214
Si	9.1643	0.1512	19.7484
Si	19.7347	8.1656	12.4385
Si	7.7219	-1.9369	17.7811
Si	10.605	-1.9141	13.6501
Si	12.5205	3.7404	19.7959
Si	5.794	11.1176	30.329
Si	3.8357	1.1161	28.796
Si	1.4367	-2.949	15.5717
Si	20.1806	-12.4446	22.6311
Si	6.8718	4.9982	14.3048
Si	-4.1543	8.034	13.9662
Si	14.4113	-4.6097	23.8596
Si	12.8418	4.372	24.2641
Si	19.0654	-3.6104	19.4465
Si	11.7964	-0.4033	21.1048
Si	14.5121	3.4762	26.3359
Si	14.8542	19.7694	17.3339
Si	13.7313	13.843	19.4519
Si	27.6464	-2.9556	22.7702
Si	13.0119	1.5597	16.4905
Si	-0.9571	-15.02	12.3134
Si	23.4479	2.8532	12.475
Si	6.9247	-0.5674	9.666
Si	6.4334	13.026	13.573
Si	-10.8288	11.3223	17.6691
O	4.7443	-20.1778	19.6352
O	4.4715	0.1164	21.0485
O	0.7948	-9.8649	13.9783
O	-0.7578	7.1319	13.1951
O	-11.0901	4.0508	16.7444
O	10.7937	-7.0242	17.012
O	-12.0303	26.919	23.1617
O	21.6721	1.0306	22.7537
O	11.5298	12.2349	13.798
O	17.4457	5.8811	22.0662
O	8.7137	-0.8726	18.5537
O	8.2778	-7.5938	17.7353
O	10.219	-0.5841	20.7611
O	22.5511	16.9791	12.9322
O	1.3808	5.1582	12.4848
O	13.4142	0.3115	15.5286
O	9.5389	3.1594	12.911
O	13.7699	22.0286	12.0717
O	5.153	0.8199	14.4152
O	5.9342	9.5851	26.8626
O	23.3718	-12.155	20.6659
O	15.0181	1.9733	25.9616
O	13.2615	2.9818	15.6978
O	0.1566	5.8282	18.2414
O	-21.4074	-1.8394	14.8652
O	10.535	6.5646	21.6319
O	8.0746	10.9505	27.8367
O	14.0653	-14.362	13.7581
O	8.0862	0.7629	27.4502
O	11.6466	3.413	18.438
O	4.3037	-9.8967	19.1214
O	-0.319	-4.3813	17.9062
O	12.4773	12.8218	19.6746
O	23.2106	9.4525	18.6004
O	16.1514	10.4742	12.2879
O	35.6409	-1.0483	23.422
O	28.5771	29.0306	27.1945
O	3.2621	16.3761	14.3466
O	15.2732	19.7695	23.3024
O	-3.0531	2.7991	24.0009
O	31.6931	4.2721	20.3206
O	30.9386	22.2691	24.1728
O	0.2123	11.0614	21.9958
O	-16.569	13.7102	23.6976
O	5.8289	12.2987	26.9884
O	-1.7741	6.9498	10.6482
O	6.7717	-16.5647	10.2648
O	-2.0809	15.2462	20.2221
O	26.8873	-11.4283	16.8495
O	-2.902	5.1857	22.8695
O	25.6343	5.677	12.0187
O	-13.2548	-2.0002	23.6494
O	24.6239	5.7485	26.3662
O	-1.5462	1.3672	17.8566
O	-8.3756	24.6854	14.5415
O	-0.0754	19.6063	20.6841
O	-3.0681	11.0056	21.6255
O	-1.9811	0.8867	12.9218
O	3.4786	12.203	25.695
O	4.8037	14.2783	16.9675
O	21.7001	11.5558	17.888
O	8.0042	6.8822	11.2976
O	8.52	15.1284	22.728
O	-1.8319	-20.7193	19.7277
O	14.3504	4.2931	24.9127
O	-4.3789	-5.1989	26.0643
O	4.1936	-4.7557	14.0753
O	35.2904	-3.0774	18.071
O	9.706	7.7898	13.8807
O	11.5795	-3.1947	13.8912
O	1.7383	3.2006	22.5367
O	19.0971	-2.3922	20.5469
O	6.5068	-4.0946	24.3559
O	24.2347	-5.2589	23.3478
O	4.209	-13.8035	16.1725
O	14.6152	10.8246	27.3544
O	-6.9127	8.2854	25.905
O	6.6694	3.1222	17.8115
O	10.8412	9.038	22.4608
O	27.5958	20.103	12.7705
O	1.9034	12.4437	20.5294
O	20.7503	17.9964	14.485
O	18.155	14.0148	15.3194
O	7.5328	16.9044	15.4781
O	2.8208	28.6754	24.9954
O	-1.1682	-8.2999	13.7189
O	24.7483	-9.914	17.0623
O	13.5472	-5.1214	25.1186
O	15.5622	9.1771	14.8956
O	-11.7267	25.0904	18.6482
O	10.3873	-9.3167	27.1421
O	3.1656	-6.785	15.6412
O	28.7257	-6.2043	17.4015
O	2.8057	32.5164	27.4959
O	10.0171	17.2692	23.125
O	2.5102	21.5045	15.981
O	7.4717	6.5044	14.2686
O	0.4796	12.4331	25.6186
O	2.0474	-14.6978	14.5097
O	10.2133	-17.2944	11.1519

Results
free energy: -248711.984 eV
free energy less fixed offsets of O -568.88, Si -635.61 eV per atom: 3.476 eV

Forces (eV/angstrom), in the order of the atoms: element, x, y, z
Si	-0.0111	-0.0032	-0.0015
Si	0.003	-0.0137	0.0009
Si	0.0158	-0.0112	-0.0031
Si	0.0067	-0.0098	0.0038
Si	-0.0228	-0.0073	0.0224
Si	0.0081	0.0007	0.008
Si	-0.0009	-0.0028	0.0142
Si	0.001	0.012	0.0274
Si	-0.1376	0.1313	0.6784
Si	0.0642	-0.0318	0.0755
Si	-0.0049	0.1989	-0.4979
Si	-0.1201	-0.0431	-0.4741
Si	-0.137	-0.1069	0.0111
Si	0.1459	0.1096	-0.0835
Si	-0.2345	0.1814	-0.0022
Si	0.0479	0.1268	0.0094
Si	0.0947	0.0271	0.0131
Si	-0.0383	-0.0063	0.0121
Si	-0.0176	-0.104	-0.0718
Si	0.0472	-0.0797	-0.1087
Si	0.0175	0.0116	-0.0452
Si	0.0109	0.1117	0.062
Si	0.0022	-0.0166	-0.0352
Si	0	0.0475	0.0359
Si	-0.0281	-0.0619	-0.081
Si	0.0464	0.0517	0.0953
Si	-0.0527	0.0075	0.0353
Si	0.1341	-0.0191	0.0431
Si	-0.2894	0.0179	0.1946
Si	0.0926	0.0652	0.2552
Si	-0.0322	0.0821	0.0527
Si	0.0509	-0.0277	-0.1831
Si	0.0102	-0.0284	-0.0251
Si	-0.0047	0.0275	0.0097
Si	-0.0148	-0.0383	-0.0366
Si	-0.0165	0.0546	0.0104
Si	0.0437	0.0718	0.0459
Si	0.0441	-0.0214	-0.0356
Si	-0.0416	0.0115	0.0421
Si	0.0095	-0.0236	-0.0546
Si	-0.0983	-0.0055	0.036
Si	0.0316	0.0081	0.0073
Si	0.0296	0.0683	0.0473
Si	-0.0403	0.0221	0.0286
Si	-0.013	0.0018	-0.0063
Si	-0.0281	-0.091	-0.0512
Si	-0.0033	0.0369	0.0202
Si	0.0086	-0.0197	-0.008
Si	0.0228	-0.0106	0.214
Si	-0.1018	-0.0128	0.0567
Si	0.116	-0.0065	0.0469
Si	0.1197	0.0214	0.1137
Si	0.0246	-0.0538	-0.3607
Si	0.1844	0.0353	-0.0616
Si	-0.1288	-0.0546	-0.1098
Si	-0.0469	0.0289	-0.0017
Si	-0.0001	-0.0036	-0.0187
Si	0.0099	-0.0775	-0.0591
Si	0.031	-0.0046	0.0203
Si	0.0089	-0.1439	-0.1051
Si	-0.0742	0.0275	0.0653
Si	-0.0427	0.0332	0.0296
Si	0.0264	0.1046	0.1042
Si	-0.0022	0.0148	0.0317
Si	0.0154	0.0042	-0.022
Si	0.0109	-0.0276	0.0137
Si	0.0124	0.0015	-0.0217
Si	0.0296	0.011	-0.0168
Si	-0.1065	0.1255	-0.1692
Si	0.0164	0.0083	-0.0181
Si	0.021	-0.0077	-0.0023
Si	-0.0023	-0.0076	-0.0279
Si	-0.0018	-0.011	0.0233
Si	0.0166	-0.0393	0.0073
Si	-0.0105	-0.0027	0.0105
Si	0.0168	-0.0319	-0.0856
Si	-0.0131	-0.0063	-0.0134
Si	0.0071	-0.0314	-0.0304
Si	-0.0234	-0.0165	0.0008
Si	0.0019	-0.0037	-0.0094
Si	0.0092	-0.0034	-0.0046
Si	-0.0358	0.0289	-0.0219
Si	-0.0381	0.0479	-0.0103
Si	0.0385	0.0285	-0.0157
Si	-0.0371	-0.0216	-0.0114
Si	0.019	-0.028	-0.0294
Si	0.0103	-0.0388	-0.0045
Si	0.0049	0.015	0.0037
Si	0.0003	0.0156	0.0254
Si	-0.0659	0.0206	0.0809
Si	0.0949	-0.1338	0.1669
Si	0.0158	-0.0825	0.0553
Si	-0.0529	-0.0133	-0.0609
Si	0.0252	-0.0126	-0.0184
Si	-0.0261	0.013	-0.0266
Si	-0.0142	-0.0179	-0.0239
Si	-0.0354	0.0489	-0.0126
Si	0.0302	-0.021	-0.0156
Si	0.0099	0.0017	-0.0055
Si	0.0211	0.0251	0.035
Si	0.1175	0.0302	-0.0152
Si	0.0205	0.0095	0.0278
Si	0.0103	0.011	-0.0221
Si	-0.0216	0.0557	0.0318
Si	0.018	0.0417	0.0099
Si	-0.0012	0.0388	-0.04
Si	-0.0149	-0.0047	0.0014
Si	-0.0081	-0.0185	-0.0222
Si	-0.0075	-0.0135	-0.0032
Si	-0.0672	0.189	-0.3066
Si	-0.006	-0.0113	0.0065
Si	-0.0035	0.0159	-0.0572
Si	-0.0389	0.0018	-0.0181
Si	-0.0152	0.0201	-0.0223
Si	0.0288	0.0073	0.0015
Si	0.0027	-0.014	-0.0063
Si	-0.0141	0.0141	0.04
Si	-0.0144	0.0369	0.0104
Si	-0.019	0.022	0.0028
Si	-0.0091	0.0063	0.0423
Si	0.0125	0.0049	0.0087
Si	-0.0029	-0.0039	0.0234
Si	-0.0148	0.0122	0.0027
Si	0.0018	-0.0006	-0.0216
Si	0.0069	-0.0126	-0.0247
Si	0.0284	0.026	0.003
Si	0.0044	-0.0006	0
Si	-0.0052	0.0046	-0.0118
Si	-0.0848	0.046	-0.1959
Si	0.0742	-0.0246	-0.0435
Si	-0.1678	-0.2123	-0.0715
Si	0.1377	-0.0292	-0.1566
Si	0.1683	-0.236	-0.1148
Si	-0.0969	0.0502	0.4504
Si	0.055	-0.119	0.0413
Si	0.0618	0.1054	-0.0018
Si	0.001	-0.0186	0.003
Si	0.0025	-0.004	0.0019
Si	0.0102	-0.0027	-0.0019
Si	0.0098	0.008	-0.0136
Si	-0.0019	-0.0102	0.0031
Si	0.0047	-0.023	-0.0047
Si	-0.0225	0.007	0.0072
Si	-0.0119	-0.011	-0.0066
Si	0.0139	0.0242	0.002
Si	-0.0043	0.0196	-0.0008
Si	0.0021	-0.0177	0.021
Si	-0.039	-0.0006	-0.018
Si	0.0211	0.0282	-0.015
Si	-0.0063	0.0086	0.0289
Si	0.0533	0.0092	-0.0081
Si	0.0066	0.0147	0.009
Si	-0.0176	0.01	0.0082
Si	0.004	-0.0045	0.0027
Si	-0.0092	0.0103	-0.015
Si	0.0064	0.0021	-0.0051
Si	-0.0097	-0.0203	0.007
Si	-0.0097	-0.0375	-0.0309
Si	-0.0347	0.0231	0.005
Si	0.0109	-0.001	-0.0083
Si	0.0442	0.0456	-0.0999
Si	-0.0089	-0.0317	0.0069
Si	0.0125	-0.0613	0.0047
Si	-0.1613	0.2173	-0.3768
Si	-0.0009	-0.0603	0.0238
Si	0.0124	0.0283	0.0234
Si	0.0001	0.0337	0.0535
Si	0.0484	-0.0368	-0.019
Si	0.0163	0.0203	0.062
Si	-0.0398	0.0646	-0.0848
Si	0.0777	-0.0023	0.015
Si	-0.0285	0.0319	-0.1556
Si	-0.0286	0.0111	-0.0365
Si	-0.0056	-0.0099	0.0029
Si	-0.1011	0.0278	0.0615
Si	-0.0101	0.0016	0.0112
Si	0.0301	-0.0222	0.0028
Si	0.0219	-0.0031	-0.0852
Si	-0.0075	0.0035	0.0116
Si	0.0216	-0.0194	0.0031
Si	-0.0665	0.046	-0.0606
Si	0.0185	-0.1193	-0.0018
Si	0.0275	-0.0448	0.0133
Si	0.0071	-0.0374	-0.0033
Si	-0.1073	0.054	0.106
Si	0.0309	0.0393	-0.0223
Si	-0.0161	-0.0273	-0.0704
Si	-0.01	-0.1444	0.0097
Si	-0.0225	0.0365	0.0809
Si	0.0002	-0.0561	-0.0372
Si	-0.0058	-0.0322	0.0288
Si	-0.2218	0.0676	-0.004
Si	-0.0425	-0.0321	0.0871
Si	0.1505	-0.0437	0.0201
Si	-0.0107	0.0225	0.0309
Si	-0.0275	0.0366	-0.0394
Si	0.0065	0.0969	0.0485
Si	-0.0042	-0.0569	-0.0458
Si	-0.0428	-0.0104	-0.0234
Si	0.0541	0.0489	-0.009
Si	-0.0269	-0.0623	-0.0274
Si	-0.0467	0.0066	-0.0014
Si	-0.0134	-0.0392	0.0973
Si	-0.0432	0.036	0.0279
Si	-0.0222	0.0678	-0.0215
Si	-0.0638	0.005	-0.0173
Si	-0.015	-0.0245	0.0715
Si	0.0043	0.0569	0.0823
O	-0.0046	-0.002	0.0045
O	0.0246	-0.0079	0.0321
O	-0.0082	0.0084	-0.0107
O	0.0094	-0.0043	-0.0083
O	0.0114	-0.0134	0.0299
O	0.0078	-0.0063	0.0134
O	-0.0021	0.0033	0.0277
O	-0.01	-0.0126	-0.0062
O	0.0115	-0.0009	-0.0055
O	-0.006	0.01	-0.0018
O	0.0008	0.0035	-0.0095
O	-0.0023	-0.0167	-0.0017
O	-0.0125	0.0124	-0.0009
O	0.0147	0.0066	0.0045
O	-0.0686	-0.1015	-0.0227
O	-0.0114	-0.0039	0.0026
O	0.0055	-0.0091	0.0022
O	-0.0062	-0.0507	0.0798
O	0.0047	-0.0032	0.0025
O	0.0016	-0.0315	-0.0341
O	0.0381	-0.0075	0.0115
O	-0.0157	0.0486	0.045
O	0.0098	-0.0169	-0.009
O	0.0018	-0.0005	-0.0019
O	-0.0021	-0.0043	0.0312
O	-0.0053	-0.018	0.0334
O	0.0031	0.0126	0.0164
O	0.005	0.0078	-0.0047
O	0.0118	-0.0203	0.0272
O	-0.0191	-0.0112	0.0058
O	-0.0229	0.0077	0.0257
O	-0.0099	-0.0029	-0.0396
O	0.0085	-0.0002	0.0041
O	-0.0004	0.0007	0.0069
O	-0.0224	-0.0016	0.0295
O	0.0046	0.0006	0.0156
O	0.01	-0.028	0.0847
O	-0.0179	0.0002	-0.0317
O	0.011	-0.0089	-0.0202
O	0.0135	-0.0014	-0.0251
Si	-0.0231	-0.0161	0.0391
Si	-0.0138	0.0068	0.0033
Si	0.0064	0.0001	-0.018
Si	0.0236	0.0383	0.0009
Si	0.0068	-0.0175	0.0083
Si	0.0261	0.0869	0.3127
Si	-0.0496	0.0715	0.0849
Si	-0.0036	0.0222	0.005
Si	-0.0147	-0.0036	-0.001
Si	0.0017	-0.0143	0.01
Si	0.0179	-0.0248	-0.0046
Si	0.0026	-0.0012	0.0179
Si	0.0021	-0.0049	0.0056
Si	-0.0027	-0.0145	-0.0066
Si	0.0119	0.0455	-0.0127
Si	0.0233	0.007	-0.0286
Si	0.108	-0.0928	0.0335
Si	0.0208	0.0154	0.0095
Si	0.0135	-0.0055	0.0012
Si	0.0222	-0.0795	-0.102
Si	-0.0162	0.0054	-0.0145
Si	0.0145	0.0056	-0.0074
Si	-0.0055	-0.0376	0.0011
Si	0.0116	0.0091	0.0052
Si	-0.0144	0.0312	-0.0495
Si	0.0098	-0.0212	-0.0029
Si	-0.0124	0.0036	-0.0362
Si	0.194	0.3901	0.0902
Si	-0.044	-0.0511	0.0359
Si	0	0.0071	-0.027
Si	-0.0008	-0.0212	0.0113
Si	-0.0216	-0.0298	-0.0304
Si	0.0272	-0.0135	-0.0271
Si	-0.0068	0.0011	-0.0051
Si	0.0343	0.0066	-0.0771
Si	0.002	-0.0082	0.0124
Si	-0.0574	-0.0511	-0.0308
Si	-0.0083	-0.007	0.0225
Si	0.0505	-0.0255	0.0941
Si	-0.0154	-0.01	-0.0025
Si	0.0154	0.0007	-0.0193
Si	-0.0095	-0.0042	-0.0144
Si	0.0312	-0.0071	-0.0277
Si	-0.0227	-0.0376	0.015
Si	0.0163	0.0156	-0.0288
Si	-0.0098	-0.029	-0.0382
Si	-0.0111	0.017	0.0117
Si	0.0131	0.0019	0
Si	0.0399	-0.0533	-0.0101
Si	-0.0213	0.0239	0.0289
Si	-0.0025	0.0029	0.0202
Si	-0.0216	-0.0098	0.0029
Si	-0.0211	0.0429	0.0418
Si	0.17	-0.4498	0.1058
Si	0.0236	0.0042	0.0447
Si	0.003	-0.01	0.0171
Si	0.0187	0.024	0.026
Si	0.0076	0.0103	0.0019
O	-0.0011	-0.0008	0.0036
O	-0.0244	-0.0213	-0.0107
O	-0.0085	0.0122	0.0009
O	0.0095	-0.0094	0.0136
O	-0.0041	0.0048	-0.0044
O	0.0028	0.0041	0.0014
O	0.0253	-0.0204	-0.0261
O	-0.0061	-0.0022	0.0045
O	0.1113	0.0497	-0.0069
O	-0.0046	-0.0017	-0.0088
O	0.0054	0.0072	0.0109
O	0.0095	0.0108	-0.0073
O	0.0018	-0.007	-0.0012
O	-0.0224	0.0339	0.0292
O	0.0964	0.0702	-0.0653
O	0.0076	-0.033	-0.0732
O	-0.0077	-0.0342	-0.0669
O	0.08	-0.002	0.1366
O	-0.0443	-0.0128	0.0151
O	-0.0091	-0.0487	0.0736
O	-0.0025	-0.0063	-0.0018
O	0.026	0.0161	-0.0296
O	0.0073	-0.0462	0.0089
O	0	-0.0027	-0.0033
O	0.0487	0.0016	-0.0173
O	0.0035	-0.0009	0.0142
O	-0.0011	0.0195	-0.0015
O	-0.0197	0.0584	-0.1759
O	-0.007	0.0413	0.0399
O	-0.0005	-0.0005	-0.007
O	0.0003	-0.0064	-0.0021
O	0.0106	-0.0009	-0.004
O	0.0082	0.0002	-0.0016
O	0.0051	-0.0087	0.0072
O	-0.0722	0.0236	0.0624
O	-0.0007	-0.0021	0.0052
O	-0.0135	-0.0076	0.0224
O	0.0169	0.0137	0.0127
O	0.0066	-0.0002	-0.0102
O	0.0077	0.0247	0.0096
O	-0.0147	0.0028	-0.0012
O	0.0004	-0.0063	0.0015
O	-0.0036	0.0073	-0.0029
O	0.004	0.0013	-0.0056
O	-0.0022	0.0038	0.0424
O	-0.008	-0.0214	-0.0263
O	0.0483	0.048	-0.0164
O	0.0052	-0.0109	0.0005
O	0.0161	-0.0007	-0.0135
O	0.0001	-0.0073	0.0142
O	-0.0223	-0.0109	-0.1527
O	0.0146	0.0247	0.0206
O	-0.0102	0.025	0.0127
O	0.001	-0.0059	-0.0256
O	0.0192	-0.0317	0.0149
O	0.0063	-0.0181	0.0076
O	-0.0043	-0.0007	0.0017
O	-0.0043	-0.1731	0.0692
O	-0.0049	-0.0052	0.0158
O	-0.0043	-0.0154	0.001
O	-0.0141	-0.0001	0.0058
O	0.0266	-0.0273	-0.0369
O	-0.0059	0.0005	0.0057
O	0.0064	0.002	-0.0033
O	0.0047	0.0099	0.0114
O	-0.0125	-0.0026	0.0037
O	-0.0407	-0.0074	0.0499
O	-0.0056	-0.0046	-0.007
O	-0.0076	0.0212	0.0383
O	0.0013	0.019	0.0123
O	0.0025	0.0185	-0.02
O	0.003	0.0221	0.0021
O	0.0078	0.005	0.0056
O	0.0127	0.0263	-0.0093
O	-0.0089	0.0174	-0.0023
O	-0.0495	-0.0009	0.0233
O	0.0184	-0.0194	0.0002
O	-0.0039	-0.007	0.0008
O	-0.0082	-0.0096	0.0083
O	0.0242	0.0059	0.0116
O	0.0152	-0.0103	0.0011
O	0.0094	0.0035	-0.0076
O	0.0025	0.0008	0.0095
O	-0.0035	0.0129	0.0056
O	0.033	0.0006	0.0141
O	0.044	-0.0209	-0.0317
O	0.0152	-0.0089	-0.0001
O	-0.0115	-0.0149	0.017
O	0.0075	-0.0325	0.0005
O	-0.0001	-0.0021	0
O	-0.0209	-0.0203	0.0174
O	0.0023	0.0113	-0.0111
O	0.0158	0.0218	0.0157
O	-0.0052	-0.0192	0.0169
O	-0.0041	-0.0063	0.0138
O	-0.0221	-0.0043	-0.0034
O	0.0224	0.0154	0.0278
O	0.0071	0.0079	0.0767
O	0.0002	0.0152	-0.0089
O	-0.0375	-0.0674	-0.0377

The program warned: the cutoff lies below the one the program advises for these potential files; the forces do not sum to zero within the program's tolerance; the exchange-correlation potential is rough where the density is thin.
